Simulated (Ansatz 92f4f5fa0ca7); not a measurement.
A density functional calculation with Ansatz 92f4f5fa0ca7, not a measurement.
Periodic cell of 221 atoms, Si132O88H1, from a study of silicon, its oxide and their interface. The atomic structure is a simulated model.
Doubt: the cutoff is low for norm-conserving oxygen, so forces and energies are approximate.

Settings: functional HSE06; potential files SPMS norm-conserving; basis plane waves; wave-function cutoff 800 eV; density cutoff ratio 4; exchange-correlation grid ratio 1; k mesh 1 x 1 x 1, Gamma-centred; occupations fixed; spin none; net charge +1 e, with a uniform compensating background and no finite-size correction.

Cell vectors (angstrom)
a, 10.938, 0, 0
b, 0, 10.938, 0
c, 0, 0, 32.9192

Atoms: element, x, y, z (angstrom)
Si, -0.3379, 0.318, 25.3889
Si, 5.6973, -0.4235, 25.2673
Si, 2.547, 3.052, 25.3719
Si, 8.3929, 2.5979, 25.4515
Si, 0.2769, 5.2623, 25.3847
Si, 5.1951, 5.668, 25.6105
Si, 3.1005, 7.8461, 25.9244
Si, 8.1007, 8.4292, 25.3996
Si, 1.3788, 1.3987, 26.6286
Si, 6.7438, 1.3465, 26.6009
Si, 4.0249, 4.119, 26.8766
Si, 9.613, 4.1213, 26.7505
Si, 1.2735, 6.8081, 26.8496
Si, 6.9087, 6.8394, 26.714
Si, 4.1916, 9.624, 26.8548
Si, 9.5476, 9.6536, 26.7775
Si, 2.7008, 0.0426, 28.0995
Si, 8.1307, 0.0487, 28.1115
Si, 0.0326, 2.7253, 28.1111
Si, 5.4602, 2.7088, 28.1026
Si, 2.7139, 5.4884, 28.2185
Si, 8.2275, 5.4647, 28.1173
Si, -0.0476, 8.2663, 28.1433
Si, 5.5317, 8.1437, 28.1612
Si, 4.1018, 1.3673, 29.501
Si, 9.5708, 1.3673, 29.501
Si, 1.3673, 4.1018, 29.501
Si, 6.8362, 4.1018, 29.501
Si, 4.1018, 6.8362, 29.501
Si, 9.5708, 6.8362, 29.501
Si, 1.3673, 9.5708, 29.501
Si, 6.8362, 9.5708, 29.501
Si, 0, 0, 30.8682
Si, 5.469, 0, 30.8682
Si, 2.7345, 2.7345, 30.8682
Si, 8.2035, 2.7345, 30.8682
Si, 0, 5.469, 30.8682
Si, 5.469, 5.469, 30.8682
Si, 2.7345, 8.2035, 30.8682
Si, 8.2035, 8.2035, 30.8682
Si, 1.3673, 1.3673, 32.2355
Si, 6.8362, 1.3673, 32.2355
Si, 4.1018, 4.1018, 32.2355
Si, 9.5708, 4.1018, 32.2355
Si, 1.3673, 6.8362, 32.2355
Si, 6.8362, 6.8362, 32.2355
Si, 4.1018, 9.5708, 32.2355
Si, 9.5708, 9.5708, 32.2355
Si, 2.7345, 0, 0.6835
Si, 8.2035, 0, 0.6835
Si, 0, 2.7345, 0.6835
Si, 5.469, 2.7345, 0.6835
Si, 2.7345, 5.469, 0.6835
Si, 8.2035, 5.469, 0.6835
Si, 0, 8.2035, 0.6835
Si, 5.469, 8.2035, 0.6835
Si, 4.1018, 1.3673, 2.0507
Si, 9.5708, 1.3673, 2.0507
Si, 1.3673, 4.1018, 2.0507
Si, 6.8362, 4.1018, 2.0507
Si, 4.1018, 6.8362, 2.0507
Si, 9.5708, 6.8362, 2.0507
Si, 1.3673, 9.5708, 2.0507
Si, 6.8362, 9.5708, 2.0507
Si, 0, 0, 3.418
Si, 5.469, 0, 3.418
Si, 2.7345, 2.7345, 3.418
Si, 8.2035, 2.7345, 3.418
Si, 0, 5.469, 3.418
Si, 5.469, 5.469, 3.418
Si, 2.7345, 8.2035, 3.418
Si, 8.2035, 8.2035, 3.418
Si, 1.3265, 1.3104, 4.8158
Si, 6.8407, 1.3274, 4.7167
Si, 4.07, 4.1405, 4.7083
Si, 9.6102, 4.0962, 4.7704
Si, 1.371, 6.877, 4.897
Si, 6.9063, 6.7998, 4.7117
Si, 4.0991, 9.5288, 4.8292
Si, 9.6131, 9.5779, 4.8526
Si, 2.6575, -0.0943, 6.2293
Si, 8.1979, 0.0573, 6.1513
Si, -0.0966, 2.6695, 6.1819
Si, 5.4159, 2.6965, 5.9374
Si, 2.8342, 5.4895, 6.2029
Si, 8.3011, 5.5153, 6.1135
Si, -0.0163, 8.2247, 6.395
Si, 5.5531, 8.0942, 6.0815
Si, 3.8729, 1.5877, 7.2973
Si, 9.0107, 1.7939, 7.5941
Si, 1.6269, 3.8044, 7.2854
Si, 6.824, 4.0713, 7.1498
Si, 4.6986, 6.3718, 7.4734
Si, 9.2887, 7.0313, 7.7064
Si, 1.3064, 9.6191, 7.8454
Si, 7.096, 9.3184, 7.3599
O, 1.4015, 4.1578, 24.9002
O, 6.9315, 9.4888, 24.9136
O, 2.7619, 2.7046, 7.7756
O, 8.1701, 8.2193, 7.9691
O, 5.7549, 5.1425, 7.9079
O, -2.3206, 2.5193, 18.6736
O, 4.0893, 6.8446, 25.0996
O, 9.4968, 1.4738, 24.9764
O, 2.1751, 8.5355, 8.7424
O, 0.9041, 4.3473, 8.6513
O, 9.3672, 1.1741, 9.0846
O, 6.479, 10.0639, 8.6714
O, 4.602, 1.0622, 8.6563
O, 4.4177, 7.1818, 8.8689
O, 7.8683, 2.9798, 7.9134
O, 9.6679, 6.4549, 9.2205
O, 3.3068, 2.5195, 24.0194
O, 4.8902, -0.3148, 23.8456
O, 7.8712, 3.3962, 24.1077
O, 10.7816, 6.0967, 24.0495
O, 8.8433, 7.892, 24.0353
O, 0.0193, 10.6158, 23.9344
O, 5.5864, 4.8117, 24.2945
O, 0.9167, 10.7492, 21.3895
Si, 4.1126, 6.842, 12.2114
Si, 8.3682, -2.2213, 14.6363
Si, 5.2505, 2.9583, 13.3294
Si, 6.7012, -3.8343, 19.0048
Si, 8.405, -9.4556, 17.4427
Si, 1.7261, -3.0451, 18.3319
Si, 0.8455, 9.8721, 22.7569
Si, 11.7335, 3.6671, 10.1295
Si, 5.3272, 10.8309, 9.5036
Si, 2.6116, 4.1497, 12.4215
Si, 13.3207, -5.3309, 16.6022
Si, -1.2905, 3.1639, 19.7645
Si, 10.8764, 1.3457, 15.4738
Si, 0.5223, -6.6768, 14.5572
Si, 6.474, 0.4492, 12.2487
Si, 0.199, 11.4079, 20.0607
Si, 14.2933, -5.9213, 20.6759
Si, 6.7641, -5.6728, 11.9584
Si, 5.4179, -1.9005, 13.8706
Si, 6.5692, 3.9713, 23.3137
Si, 9.4819, 0.1245, 12.8256
Si, 10.6942, 0.7092, 9.9318
Si, 1.6613, -0.2509, 17.4633
Si, 4.0577, -3.0029, 20.5638
Si, 9.1683, -4.8412, 13.5226
Si, 0.8645, -5.7065, 19.0688
Si, 5.8229, 2.5652, 16.2399
Si, 4.09, 2.4831, 22.5735
Si, 4.6112, -0.3077, 16.3866
Si, 10.0352, 7.2257, 23.1276
Si, 7.4265, -1.3307, 17.3901
Si, 9.4054, 5.6416, 10.6267
Si, -2.6892, 5.4218, 21.2283
Si, 3.8188, -0.5263, 22.6179
Si, 4.9498, 4.9426, 17.8268
Si, 14.444, -2.6593, 9.6525
O, 1.6851, 4.7104, 17.7689
O, 9.7641, -9.7413, 16.6394
O, 18.9869, 0.8228, 12.4685
O, 5.9997, -1.0686, 12.5913
O, 2.8692, -2.71, 19.4716
O, 6.0445, 6.1531, 17.8487
O, 3.7171, -4.4403, 21.3241
O, 4.3852, 7.8735, 13.4315
O, -1.1985, 6.4874, 12.013
O, 2.2156, 4.0511, 10.8463
O, 14.5798, -7.1915, 21.6537
O, 4.8038, 1.3045, 16.3014
O, 5.6429, 1.3961, 13.2551
O, 4.2049, 4.8815, 19.2848
O, 2.4112, 9.8563, 23.2873
O, 10.3543, 4.3124, 10.7193
O, 16.5931, 3.5072, 17.5568
O, 7.9383, 0.0523, 18.1362
O, 4.219, -1.7071, 21.5645
O, 7.3462, 1.9903, 16.3271
O, 5.7125, 2.6828, 22.7759
O, 5.8449, -1.0848, 17.1206
O, -3.3466, -2.6414, 18.3354
O, 1.2728, 0.6252, 18.8056
O, -1.0248, -0.5631, 19.8402
O, 7.6066, 5.6612, 13.3049
O, 7.814, 5.216, 10.6964
O, 17.0452, -7.1339, 12.2334
O, 5.5775, 3.4154, 14.8673
O, 9.9992, -6.0411, 14.2449
O, -1.8679, -1.3243, 13.4625
O, 3.1948, 7.5946, 11.0893
O, 1.5313, -5.5926, 15.251
O, 14.6122, 3.0378, 12.9386
O, 11.3192, -8.0259, 15.4481
O, 9.2137, -3.609, 14.5849
O, 6.7755, -2.5641, 14.4847
O, 9.3669, 6.4271, 21.8807
O, -0.5827, 0.9119, 13.9762
O, 0.1854, 8.3609, 22.6306
O, 1.7475, 4.9376, 20.4077
O, 7.6756, -4.766, 19.9142
O, 5.5215, -3.1381, 19.8787
O, 2.399, -3.7548, 17.0199
O, 0.9911, -1.7128, 17.7779
O, 3.2364, -5.3326, 12.7816
O, 3.769, 0.9882, 21.9469
O, 10.6263, -8.9285, 20.3742
O, 10.4298, 4.3976, 19.0548
O, 6.0502, 0.6916, 10.7082
O, 5.5615, -4.6115, 11.6327
O, 12.1333, 3.8587, 13.1455
O, -3.9323, -5.8339, 22.2381
O, 3.9438, 5.1606, 16.5533
O, 8.8249, -7.0232, 20.9543
O, -2.515, -1.4845, 16.0959
O, 3.2645, -0.5114, 17.275
O, 11.6213, 2.0355, 10.1524
O, 12.0932, 0.4071, 16.0463
O, 4.2308, 9.7094, 9.9418
O, 11.4843, -0.3595, 8.9623
O, 10.3175, 0.0571, 11.3994
O, 4.564, -0.9577, 14.8929
O, 0.6169, 6.8509, 18.9532
H, -1.7788, -0.3499, 19.2503

Results
free energy: -54395.917 eV
free energy less fixed offsets of H -15.86, O -447.96, Si -113.29 eV per atom: -5.297 eV
gap between the highest filled and lowest empty level on this k mesh: 0.696 eV

The program warned: the cutoff lies below the one the program advises for these potential files; the forces do not sum to zero within the program's tolerance; the exchange-correlation potential is rough where the density is thin.
